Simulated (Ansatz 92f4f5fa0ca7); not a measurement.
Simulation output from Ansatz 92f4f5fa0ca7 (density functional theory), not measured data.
Periodic cell of 130 atoms, Si86O44, from a study of silicon, its oxide and their interface. The atomic structure is a simulated model.

Settings: functional r2SCAN; potential files Ansatz norm-conserving; basis plane waves; wave-function cutoff 1300 eV; density cutoff ratio 4; exchange-correlation grid ratio 1; k mesh 2 x 2 x 1, shifted by 0.5 0.5 0.5 of a step; self-consistency stop 5e-08 eV per atom in the density residual; occupations Fermi-Dirac, 0.05 eV; spin none; net charge 0.

Cell vectors (angstrom)
a  10.88  0  0
b  0  10.88  0
c  0  0  19.2621

Atoms and the computed forces on them: element, x, y, z (angstrom), force x, y, z (eV/angstrom)
Si  -0.1679  -0.4533  -0.1443  2.7212  -1.8062  4.7602
Si  2.734  2.6316  -0.2129  2.0141  -1.811  4.0139
Si  -0.8742  6.7895  -1.8502  1.6763  0.0547  -0.7001
Si  1.7324  8.9781  -0.7192  -1.9677  0.2548  -0.8372
Si  5.0547  0.6506  -0.0784  1.2589  -3.7892  -0.7199
Si  10.6893  4.6975  -0.5805  -0.7415  -1.7154  -1.3856
Si  4.9123  5.8763  -0.3689  0.7292  -0.6075  1.2446
Si  7.7698  8.2341  -0.2377  -0.7921  0.7234  2.844
Si  1.0793  1.1646  1.8028  0.2082  -1.0767  -3.9551
Si  4.5297  3.8201  1.0273  -2.994  1.7657  -1.0738
Si  0.9227  6.2919  1.7219  -0.5654  0.0619  -0.0312
Si  4.2991  9.4549  1.2708  -3.3554  1.9752  -0.524
Si  7.1857  1.2709  1.0384  -1.0403  1.6594  -0.5018
Si  10.0716  4.4865  1.6099  -0.3854  1.6777  -0.1986
Si  6.6369  6.5972  1.1939  -0.5387  2.1231  0.2033
Si  9.334  9.3091  1.4065  -0.0211  -0.747  -0.5678
Si  -0.0521  2.7151  2.7104  -0.9051  0.6453  3.255
Si  2.7434  0.0091  2.7728  1.3982  -1.0313  -0.0578
Si  0.0063  8.0987  2.9632  0.1042  0.4467  -2.4702
Si  2.7495  5.3916  2.7346  1.1225  -0.8086  -0.3854
Si  5.504  2.6843  2.7146  1.704  -0.5994  -0.1458
Si  8.1756  -0.0467  2.7329  0.3414  0.0276  -0.372
Si  5.4392  8.1788  2.7157  0.8635  -1.7305  0.2692
Si  8.1459  5.4181  2.6526  0.0924  0.0101  0.0079
Si  1.36  4.08  4.1101  0.2548  -0.6203  -0.0347
Si  4.08  1.36  4.1101  0.0782  0.119  0.0321
Si  1.36  9.52  4.1101  0.5699  0.4108  0.5255
Si  4.08  6.8  4.1101  -0.2313  -0.0287  -0.2896
Si  6.8  4.08  4.1101  0.1981  -0.066  -0.2609
Si  9.52  1.36  4.1101  -0.5285  0.4627  0.1066
Si  6.8  9.52  4.1101  -0.4119  0.1769  -0.1845
Si  9.52  6.8  4.1101  -1.5663  -0.6303  0.7631
Si  0  0  5.4801  0.0536  -0.191  0.0521
Si  2.72  2.72  5.4801  0.0432  0.1904  -0.0011
Si  0  5.44  5.4801  -0.0212  -0.2879  -0.0134
Si  2.72  8.16  5.4801  0.0586  0.2394  0.0657
Si  5.44  0  5.4801  0.1834  0.1328  -0.1036
Si  8.16  2.72  5.4801  -0.0264  -0.3263  -0.0394
Si  5.44  5.44  5.4801  0.136  -0.0258  -0.005
Si  8.16  8.16  5.4801  0.1059  -0.098  -0.0701
Si  1.36  1.36  6.8501  0.5781  0.0415  0.1669
Si  4.08  4.08  6.8501  -0.7759  -0.1416  -0.3057
Si  1.36  6.8  6.8501  -0.0171  -0.2016  0.0472
Si  4.08  9.52  6.8501  -0.1493  -0.2063  0.2773
Si  6.8  1.36  6.8501  0.0428  0.2418  -0.4238
Si  9.52  4.08  6.8501  -0.1574  -0.228  0.0078
Si  6.8  6.8  6.8501  -0.3601  1.1323  -0.0663
Si  9.52  9.52  6.8501  -0.143  -0.3805  -0.1104
Si  0.0454  2.7421  8.2217  -0.0496  -0.0435  0.3048
Si  2.783  0.0569  8.2673  0.1473  -0.5653  -0.3759
Si  0.0431  8.1464  8.2257  -1.2138  0.8447  0.4449
Si  2.7249  5.4958  8.2057  0.131  -1.6127  1.198
Si  5.4401  2.7355  8.1726  0.4833  -0.9373  0.798
Si  8.1505  -0.0094  8.1756  0.0225  -0.6651  0.4752
Si  5.473  8.2193  8.2819  -0.8119  -1.4294  -1.1447
Si  8.1257  5.474  8.1445  2.502  0.7438  -0.1619
Si  1.2472  3.9982  9.7846  -1.1827  2.2444  -2.8696
Si  4.5673  1.7158  11.6522  -0.2511  -0.3769  0.0762
Si  1.4632  9.3827  9.3989  0.4035  1.9478  1.351
Si  4.3189  5.6129  10.0311  1.3788  0.6305  0.3193
Si  6.5519  4.5488  9.306  -1.0268  -2.8202  2.7986
Si  9.5702  1.2917  9.4815  -1.2642  -0.157  0.6798
Si  6.4858  9.6626  9.5701  1.1879  2.7847  0.2722
Si  10.3072  10.6663  11.2378  1.1359  0.132  -0.6257
Si  -2.4649  -0.1137  12.8205  -3.7354  4.335  1.005
Si  2.7988  3.3548  11.2216  0.4965  -0.2762  3.8583
Si  -1.0141  6.1977  9.9117  0.5828  -0.873  -2.5941
Si  2.5274  8.6741  11.389  1.409  1.6693  1.3886
Si  4.7587  0.5725  9.4934  0.0105  1.1674  0.864
Si  7.3229  1.9993  10.5116  0.7431  0.6681  1.7545
Si  4.9031  7.7559  11.1626  -1.0616  0.1429  -0.9179
Si  6.978  9.0964  11.8729  -2.1994  -2.5717  -0.9931
Si  1.3284  2.9084  14.3295  -0.592  -4.8298  -5.9797
Si  0.6094  10.7338  14.1013  -0.1332  4.4024  -0.7257
Si  7.3027  4.8113  13.8486  0.1247  -3.8684  3.7095
Si  8.9992  6.5249  11.849  -1.7022  1.4978  4.8197
Si  -5.1683  5.4568  16.1196  5.562  2.4788  0.8533
Si  3.7392  10.5477  13.8576  1.4135  1.2016  -5.8917
Si  3.7696  2.8573  16.0948  2.0558  -0.4115  4.5208
Si  8.0448  1.8475  15.0626  -0.2424  -1.2416  4.8183
Si  5.5316  11.1556  16.2138  -0.9294  -1.1112  -0.3771
Si  4.3974  5.983  13.9928  -3.326  0.4833  -7.3677
Si  1.684  5.5342  14.8293  -1.6194  3.0803  0.1607
Si  1.8838  5.6686  18.0787  -0.0936  0.9536  0.4103
Si  9.4253  2.0244  18.0603  -4.3187  0.5508  -2.7949
Si  11.1117  -2.7133  13.601  -2.8648  -1.5786  -1.5285
O  -2.6902  2.0489  -0.1424  -0.6509  -0.8242  2.5288
O  1.298  2.5991  0.6065  2.2669  -1.7337  -0.7003
O  2.6972  3.0879  -1.6918  1.4464  0.7392  -5.3414
O  3.501  1.0605  -0.2299  -1.2555  1.8072  0.117
O  2.6488  8.7463  0.564  2.4678  0.3465  0.9149
O  -2.2178  7.5504  -1.3711  0.6453  -0.3471  -0.5716
O  0.5944  7.7294  -1.0453  0.7968  -1.6238  -0.4468
O  5.5992  -0.2038  -1.4832  0.4981  -0.8976  0.1587
O  10.4458  3.1536  -1.4265  2.6873  5.0278  1.7509
O  8.5227  2.3843  -2.5759  -0.016  -2.7178  -2.8025
O  6.1161  5.9716  -1.601  -2.9969  -0.3165  -0.7849
O  3.3056  6.4699  -0.8112  1.5196  -1.6775  -0.2657
O  6.8342  0.7457  -3.8005  0.2769  0.7721  -0.0892
O  9.908  7.325  -6.2943  -0.9573  -0.3358  -1.1961
O  -4.1256  -0.9387  13.3282  3.4023  -0.7942  -2.407
O  -0.5938  0.7127  18.228  -0.9367  0.9372  -2.6999
O  1.6577  3.0907  12.5042  0.2671  -0.4552  1.8378
O  -0.7911  7.8946  9.7574  0.454  -1.7747  -1.647
O  -2.4582  5.2947  12.829  -1.1046  0.1343  -0.2123
O  1.1613  8.4789  12.3414  1.2788  0.6338  -0.4181
O  3.4537  9.7023  12.4408  0.6243  -1.1827  -0.7125
O  4.3053  1.117  13.239  0.247  -0.3046  -1.2258
O  7.596  3.6622  10.5631  -1.9316  0.5401  -1.049
O  7.4076  1.2755  12.0229  1.6651  -1.4216  -0.1131
O  3.7928  4.758  11.378  -0.9828  -1.4586  -2.0039
O  4.077  6.9268  12.3229  0.7965  -0.9761  5.9787
O  7.7406  7.5944  11.763  -0.2305  0.6312  -0.026
O  10.2904  9.3805  14.4699  5.1018  2.0898  -1.2821
O  4.6105  -0.6844  15.0695  2.5641  0.1246  4.1457
O  5.1479  4.0132  16.2451  -4.9984  -3.2825  -0.7097
O  4.6851  12.4102  16.7344  -3.6684  4.5648  -3.307
O  2.8226  13.7333  14.7972  3.9697  -0.6987  3.2024
O  13.7469  5.1228  13.7609  2.5915  3.5744  3.0359
O  7.7975  3.1297  14.2605  -1.7873  3.7517  -2.8221
O  11.2411  11.191  12.5273  -0.6095  -0.8975  -0.089
O  -10.1265  4.2666  14.7054  -3.5521  1.2507  0.1185
O  -6.0596  6.762  15.322  0.5388  -2.1226  1.3048
O  1.8686  5.3264  16.476  1.1927  2.121  -0.89
O  0.9464  7.0376  14.3647  3.8558  -4.5112  3.9321
O  5.5481  -5.9612  13.6651  3.1046  -0.4021  -0.6165
O  8.9002  0.8022  14.1828  0.7144  -1.7825  -1.7935
O  11.4586  1.4974  14.7652  -0.1929  -0.2385  -0.3144
O  2.249  10.6816  14.1412  -5.7534  -0.6706  3.2081
O  -3.5078  5.1683  15.4958  -3.3657  2.3989  -1.0349

Results
free energy: -30514.044 eV
free energy less fixed offsets of O -463.61, Si -117.95 eV per atom: 28.496 eV
pressure: -2.87 GPa
stress xx, yy, zz, yz, xz, xy (GPa, positive in tension): 3.93, 0.81, 3.86, -0.11, -0.12, 0.55
